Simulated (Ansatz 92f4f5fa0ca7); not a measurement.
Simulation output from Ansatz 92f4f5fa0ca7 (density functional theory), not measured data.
Periodic cell of 189 atoms, Si117O72, from a study of silicon, its oxide and their interface. The atomic structure is a simulated model.

Settings: functional r2SCAN; potential files Ansatz norm-conserving; basis plane waves; wave-function cutoff 1300 eV; density cutoff ratio 4; exchange-correlation grid ratio 1; k mesh 2 x 2 x 1, shifted by 0.5 0.5 0.5 of a step; self-consistency stop 5e-08 eV per atom in the density residual; occupations Fermi-Dirac, 0.05 eV; spin none; net charge 0.

Cell vectors (angstrom)
a	11.5403	0	0
b	0	11.5403	0
c	-0.2314	-1.6786	24.9197

Atoms: element, x, y, z (angstrom)
Si	12.5263	5.8376	0.201
Si	12.2437	-1.7699	0.1943
Si	12.2675	2.6518	0.4034
Si	4.6368	6.3102	0.8395
Si	4.6229	-2.2199	0.2328
Si	4.7753	3.2187	0.0162
Si	8.5483	6.4971	0.3741
Si	8.2415	-1.1393	0.1561
Si	8.6548	2.0592	0.2955
Si	2.6382	6.1834	1.8988
Si	2.6878	-1.5711	1.4559
Si	2.8465	2.3956	1.4067
Si	6.694	6.4346	1.8384
Si	6.446	-1.5228	1.6482
Si	6.6039	2.5927	1.447
Si	10.5054	6.1011	1.6038
Si	10.3068	-1.4228	1.5243
Si	10.4393	2.3279	1.8156
Si	2.6474	8.1953	3.0207
Si	2.7714	0.42	2.7965
Si	2.7304	4.1859	3.0389
Si	6.5908	8.2724	3.1644
Si	6.4673	0.5413	2.8493
Si	6.6545	4.3905	3.0095
Si	10.3953	8.1334	2.9143
Si	10.4068	0.3825	3.0525
Si	10.4188	4.2875	3.0928
Si	12.2736	8.1711	4.3493
Si	12.407	0.3929	4.2968
Si	12.3564	4.2755	4.4212
Si	4.5934	8.1799	4.3699
Si	4.6	0.4472	4.3017
Si	4.6839	4.3275	4.3611
Si	8.5542	8.1799	4.393
Si	8.4155	0.4386	4.3293
Si	8.5093	4.3377	4.4503
Si	12.3468	6.2687	5.7305
Si	12.3379	-1.4956	5.7371
Si	12.3568	2.3134	5.6812
Si	4.6292	6.2791	5.7358
Si	4.6076	-1.4763	5.7324
Si	4.6248	2.3746	5.6666
Si	8.5127	6.2947	5.7813
Si	8.4841	-1.4744	5.7561
Si	8.4901	2.3546	5.7054
Si	2.7153	6.3074	7.1187
Si	2.7013	-1.5303	7.1229
Si	2.718	2.3857	7.0441
Si	6.5564	6.319	7.1017
Si	6.5347	-1.5284	7.0975
Si	6.5398	2.3547	7.0144
Si	10.4497	6.2994	7.1277
Si	10.4224	-1.5167	7.1157
Si	10.4412	2.3385	7.0321
Si	2.7108	8.1538	8.6498
Si	2.6784	0.4457	8.3572
Si	2.739	4.3433	8.3759
Si	6.5365	8.1662	8.6158
Si	6.5161	0.4294	8.3521
Si	6.5497	4.3163	8.2924
Si	10.4428	8.1595	8.6343
Si	10.3951	0.4268	8.3837
Si	10.5048	4.3014	8.3235
Si	12.3496	8.1408	10.1312
Si	12.3125	0.4193	9.7185
Si	12.3869	4.3926	9.7575
Si	4.6318	8.1753	10.0931
Si	4.5879	0.4379	9.6842
Si	4.6772	4.4081	9.6989
Si	8.4822	8.1365	10.002
Si	8.4412	0.3829	9.6779
Si	8.5204	4.2484	9.5212
Si	12.4798	6.0719	11.4874
Si	12.2704	-1.271	11.3549
Si	12.3323	2.3948	10.8982
Si	4.7437	6.0919	11.3834
Si	4.5124	-1.2451	11.3132
Si	4.6506	2.427	10.8382
Si	8.5799	5.9514	11.0395
Si	8.3872	-1.3149	11.2946
Si	8.5041	2.359	10.8274
Si	2.9745	5.4501	12.8628
Si	2.6064	-0.5959	12.6773
Si	2.745	2.4352	12.1202
Si	6.7938	5.4751	12.4983
Si	6.4163	-0.6251	12.5226
Si	6.5842	2.4393	12.0926
Si	10.4007	5.3936	12.4424
Si	10.2872	-0.7519	12.596
Si	10.3922	2.3281	12.1609
Si	4.6491	2.3668	22.137
Si	-1.229	0.1178	22.9725
Si	4.9871	5.4729	18.4685
Si	6.5729	-1.0647	15.4727
Si	11.8741	8.9098	19.4042
Si	9.4922	4.6528	21.4539
Si	4.5342	2.6966	19.223
Si	2.7078	8.2359	17.6149
Si	9.6528	4.8606	16.9002
Si	4.7007	12.0336	17.0451
Si	10.9398	2.1555	20.9033
Si	1.7789	3.7944	22.2178
Si	2.3823	4.7161	19.5426
Si	8.6601	6.4627	14.6478
Si	0.9381	4.2784	16.9851
Si	-1.9129	6.7357	19.3392
Si	10.7419	2.2017	17.7833
Si	3.2829	5.7282	15.9771
Si	6.7642	-3.8608	19.8516
Si	10.2584	6.3293	23.6572
Si	-0.3767	10.8926	17.1911
Si	6.8798	4.5659	22.7652
Si	6.1785	-3.9644	22.9111
Si	9.3753	9.4429	15.29
Si	2.2664	10.7956	15.7485
Si	-0.4029	-2.6355	22.4509
Si	5.4026	9.3712	17.9474
O	4.6862	4.8823	-0.026
O	5.0158	2.8842	-1.6279
O	3.5592	5.7932	19.2179
O	11.5817	6.525	24.6149
O	2.7105	1.0418	13.0264
O	8.2548	0.4983	0.0519
O	1.1416	4.8479	18.5085
O	7.9041	4.9276	21.5423
O	2.9883	3.2132	19.3295
O	6.0888	-3.7335	21.3101
O	3.1697	2.9925	22.3103
O	0.6881	-2.6546	23.6634
O	7.7194	-1.5595	-1.3715
O	5.774	3.5235	22.2679
O	9.1977	5.9453	18.0072
O	4.3464	7.7028	-0.0413
O	7.9556	5.6072	-0.9081
O	3.4343	6.0063	14.3815
O	9.6401	3.1014	21.0785
O	10.3859	3.7844	13.0178
O	2.824	3.7999	13.0761
O	6.1186	-1.4004	13.9575
O	8.8998	6.2562	24.5889
O	2.4256	-1.214	14.2058
O	6.6498	3.8616	13.0012
O	11.2203	2.0801	19.324
O	0.53	2.6993	16.9741
O	2.2952	4.433	16.1307
O	2.4661	6.9422	16.6854
O	10.3272	0.8896	13.0674
O	12.1991	2.7309	21.7202
O	4.7253	1.8617	17.865
O	-1.4895	-1.4604	22.7033
O	8.7867	7.9321	15.3304
O	5.9893	11.89	16.0546
O	6.2276	5.9758	23.2078
O	4.8467	1.8462	20.5831
O	7.2561	6.379	13.8184
O	1.4016	4.5042	23.6184
O	0.7942	11.3353	16.1543
O	9.9951	6.3451	13.7238
O	8.6555	5.1823	15.6715
O	10.182	9.8057	13.9275
O	4.8322	-3.3623	23.6316
O	6.0155	9.2818	16.4414
O	4.2395	8.2647	18.1383
O	6.154	6.4729	18.9476
O	6.5582	1.004	12.9671
O	9.5689	3.3236	17.5002
O	-1.3454	5.6166	20.3624
O	11.1977	5.1112	16.4142
O	5.482	4.0053	18.993
O	8.1826	10.522	15.501
O	8.3538	7.4755	19.989
O	4.7778	10.8485	18.1633
O	6.5282	-2.4563	19.0671
O	-1.274	12.2522	17.3522
O	-0.814	-3.6868	18.9923
O	3.3514	11.9315	16.1565
O	4.6715	5.4959	16.845
O	1.8833	4.9531	21.0635
O	10.5519	0.7116	21.4827
O	11.8796	9.082	21.0175
O	10.2679	4.9185	22.8615
O	0.1245	0.2362	23.8806
O	9.2759	2.5142	-1.2
O	13.2882	8.2852	18.9157
O	-1.2613	-4.0182	22.5621
O	0.122	10.3444	18.6505
O	10.3443	9.6453	16.5735
O	2.4873	9.5017	16.6706
O	12.2543	4.2338	0.0172

Results
free energy: -47210.003 eV
free energy less fixed offsets of O -463.61, Si -117.95 eV per atom: -29.933 eV
pressure: -1.14 GPa
stress xx, yy, zz, yz, xz, xy (GPa, positive in tension): 0.13, 1.62, 1.66, -0.04, -0.06, 0.64

Forces (eV/angstrom), in the order of the atoms: element, x, y, z
Si	0.4459	-0.1924	0.0739
Si	0.0493	0.0823	-0.2613
Si	-0.1501	0.0048	-0.7127
Si	-0.3225	-0.0248	-1.0115
Si	-0.0839	0.0165	-0.5846
Si	0.1342	0.2732	-0.3886
Si	0.0167	-0.0686	-0.4277
Si	-0.243	0.3243	0.073
Si	0.0877	-0.0476	-0.3891
Si	-0.3202	-0.0798	-0.3669
Si	0.0612	-0.0572	-0.2208
Si	-0.0266	0.1329	-0.1744
Si	0.1986	-0.1504	-0.1299
Si	0.0662	-0.1075	-0.2943
Si	0.1843	-0.0282	-0.1483
Si	0.1137	0.1779	-0.2918
Si	-0.1839	-0.0472	-0.3155
Si	-0.0824	0.0804	-0.0931
Si	0.0144	0.0553	0.2158
Si	-0.1141	-0.0298	-0.0933
Si	-0.0971	-0.0298	0.1495
Si	0.0412	0.1512	0.2732
Si	0.1223	0.047	0.0287
Si	0.0139	-0.0393	0.0663
Si	-0.0329	0.0535	-0.3692
Si	-0.0529	-0.195	-0.0087
Si	0.0572	0.034	-0.0709
Si	0.0746	0.0881	-0.0789
Si	-0.0221	0.0582	-0.0864
Si	0.0296	-0.0929	-0.0593
Si	-0.0768	0.0288	-0.0017
Si	0.0933	0.0321	-0.0772
Si	-0.0669	-0.0072	-0.0743
Si	-0.0458	0.0054	0.0051
Si	0.0231	-0.0175	-0.2264
Si	-0.0346	0.0065	-0.0511
Si	0.0348	0.0256	-0.047
Si	0.0013	-0.076	-0.004
Si	-0.0788	0.0232	-0.0299
Si	-0.0015	0.0106	-0.0294
Si	0.027	-0.0187	-0.0112
Si	0.0378	-0.0496	-0.0919
Si	-0.012	0.0459	0.0066
Si	0.0092	-0.0376	0.047
Si	-0.0221	0.0718	-0.0183
Si	-0.0073	-0.0086	0.0347
Si	0.0284	0.0416	0.06
Si	0.0098	0.0511	0.0012
Si	-0.01	-0.0281	-0.0285
Si	0.0296	0.0022	-0.0338
Si	-0.0817	-0.0453	-0.076
Si	-0.0515	-0.0686	-0.0091
Si	0.018	0.179	0.0208
Si	0.0778	-0.1069	-0.0959
Si	0.0313	-0.01	0.0501
Si	-0.0055	-0.085	0.0207
Si	-0.0541	0.0768	0.0241
Si	-0.012	-0.0104	0.0501
Si	0.0782	-0.0913	0.0681
Si	-0.004	0.0665	0.0112
Si	0.0143	-0.012	0.0116
Si	-0.0122	-0.1026	0.0802
Si	-0.0219	0.1823	0.0225
Si	0.0162	0.0919	0.1678
Si	0.0047	-0.0574	-0.2637
Si	0.0275	0.1048	-0.1245
Si	-0.014	0.001	0.142
Si	-0.0435	-0.1139	-0.3079
Si	-0.0178	0.1677	-0.2452
Si	0.0113	0.0693	0.1453
Si	-0.0115	-0.1806	-0.3293
Si	0.0129	0.0471	-0.3828
Si	-0.0799	-0.1437	0.1692
Si	0.0107	0.0202	0.1414
Si	0.0021	-0.0273	0.1899
Si	0.1486	-0.023	0.1312
Si	-0.0656	0.0366	0.0776
Si	0.0203	-0.0536	0.1596
Si	-0.0573	0.0118	0.0295
Si	-0.0492	0.0506	0.1388
Si	-0.0199	0.0616	0.1782
Si	0.1684	-0.3288	0.4231
Si	-0.0865	0.2006	0.706
Si	-0.0581	0.034	0.9873
Si	0.0918	-0.1909	0.615
Si	0.0283	0.2503	0.6892
Si	0.0499	0.0211	1.0847
Si	-0.0766	-0.2877	0.7363
Si	-0.0069	0.3024	0.6065
Si	0.023	-0.0384	1.0387
Si	-0.0928	0.0805	-0.4073
Si	0.0554	0.0643	-0.3898
Si	0.0676	0.0953	0.0629
Si	0.0446	0.0783	0.4916
Si	0.0234	-0.047	-0.2621
Si	0.1515	-0.2768	-0.6632
Si	0.0373	-0.0921	-0.2066
Si	-0.0087	-0.0842	0.341
Si	0.0507	-0.1165	0.3314
Si	-0.0155	0.0673	0.1494
Si	-0.0728	0.1714	-0.4054
Si	-0.2867	0.0412	-0.3589
Si	-0.1971	0.0998	-0.0522
Si	-0.078	-0.186	0.3235
Si	-0.0358	-0.0984	0.118
Si	0.0365	-0.0029	-0.1707
Si	-0.0687	-0.1015	0.0085
Si	-0.178	-0.1793	0.5971
Si	0.1451	0.0268	-0.2838
Si	-0.0253	-0.1403	-0.1529
Si	-0.1272	0.2003	0.2526
Si	0.0286	0.0145	-0.4817
Si	-0.1095	0.1733	-0.3853
Si	0.0272	0.1466	0.5038
Si	-0.0407	0.1328	0.4911
Si	-0.0391	0.2372	-0.4478
Si	0.0412	-0.0336	0.25
O	0.0508	-0.3376	0.1032
O	-0.1533	0.3183	0.7876
O	0.1326	-0.3656	-0.1222
O	-0.1129	0.3736	-0.0898
O	0.0327	-0.4171	-0.5836
O	0.1786	-0.0718	0.073
O	0.2254	-0.13	-0.075
O	-0.1525	0.0041	0.543
O	0.211	0.2231	0.1009
O	0.1044	-0.1297	0.4401
O	0.1611	0.0689	0.0575
O	-0.202	-0.2655	0.5019
O	0.2142	-0.0593	0.4691
O	0.0328	0.0346	0.2994
O	0.1853	-0.1047	-0.0464
O	0.428	0.0179	0.6039
O	0.166	0.3437	0.3044
O	-0.237	-0.2079	-0.6532
O	0.2232	0.2179	0.2263
O	0.0101	0.3639	-0.8107
O	-0.0092	0.3824	-0.4605
O	0.1965	0.3534	-0.3184
O	-0.0384	-0.3698	-0.0455
O	0.103	0.2215	-0.5229
O	-0.0123	0.2597	-0.8018
O	-0.0932	0.0952	0.1083
O	-0.1909	0.3523	0.1683
O	0.1316	0.2835	-0.0026
O	0.202	-0.0868	-0.1426
O	0.044	-0.278	-0.8348
O	0.0465	0.1259	0.1152
O	-0.0521	-0.1235	0.0953
O	0.2512	-0.0412	0.179
O	0.0193	-0.0454	-0.183
O	-0.0945	-0.4547	-0.1204
O	0.1077	-0.0244	-0.0195
O	-0.1342	0.2876	0.3319
O	-0.0429	-0.3527	-0.2774
O	-0.2476	-0.1634	0.5474
O	0.132	-0.2411	-0.1025
O	-0.0097	-0.2796	-0.1707
O	0.079	0.4879	-0.3632
O	0.054	0.3303	-0.2444
O	0.0681	-0.3091	0.5416
O	-0.0084	0.3078	-0.0744
O	-0.0352	0.1361	-0.2375
O	-0.1098	0.1237	0.1084
O	-0.06	-0.4081	-0.6685
O	0.3206	0.2248	-0.1323
O	-0.2589	-0.0862	0.2468
O	-0.0745	-0.1962	0.1046
O	-0.403	0.0713	0.0038
O	-0.061	-0.1932	-0.2249
O	-0.0973	-0.0684	0.0146
O	0.0553	-0.0339	-0.3478
O	-0.207	-0.2648	-0.1391
O	0.3094	-0.168	-0.0366
O	0.0209	0.0011	0.1956
O	0.0195	-0.2822	-0.083
O	-0.3169	0.0911	-0.1546
O	0.0905	-0.4106	0.1713
O	-0.0028	-0.0537	0.6058
O	-0.2665	-0.0677	0.3759
O	0.0233	0.3196	0.2068
O	-0.0217	0.1596	0.4583
O	-0.1203	-0.2189	0.5296
O	-0.0602	0.094	-0.2442
O	-0.0587	-0.0831	0.3476
O	0.0054	-0.1039	-0.1353
O	-0.1232	0.0767	-0.449
O	0.0301	0.1144	-0.1471
O	0.1377	-0.1289	0.0352
